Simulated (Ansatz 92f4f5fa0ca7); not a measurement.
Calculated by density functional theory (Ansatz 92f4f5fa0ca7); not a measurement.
Periodic cell of 184 atoms, Si120O64, from a study of silicon, its oxide and their interface. The atomic structure is a simulated model.

Settings
functional: r2SCAN
potential files: Ansatz PAW
basis: plane waves
wave-function cutoff: 800 eV
density cutoff ratio: 5
exchange-correlation grid ratio: 1
k mesh: 1 x 1 x 1, shifted by 0.5 0.5 0 of a step
self-consistency stop: 1e-10 eV per atom in the density residual
occupations: fixed
spin: none
net charge: 0

Cell vectors (angstrom)
a	10.888	0	0
b	0	10.888	0
c	0	0	26.5662

Atoms: element, x, y, z (angstrom)
Si	0.2839	-0.0519	0.041
Si	2.4031	3.2213	-0.0702
Si	0.039	5.3311	-0.0613
Si	2.488	8.518	0.2971
Si	5.5483	-0.3254	0.1659
Si	7.8714	3.0215	0.0892
Si	5.8028	5.4429	-0.0986
Si	7.8983	8.5119	0.3028
Si	1.415	1.5387	1.3256
Si	4.0674	4.3171	1.179
Si	1.2584	6.8373	1.3173
Si	4.0462	9.5762	1.6609
Si	6.6617	1.4303	1.306
Si	9.4672	4.1546	1.3771
Si	6.771	6.8867	1.5087
Si	9.513	9.7595	1.3787
Si	-0.0399	2.7787	2.7103
Si	2.7042	0.1832	2.8107
Si	-0.0482	8.2713	2.6912
Si	2.6876	5.5356	2.6739
Si	5.3368	2.8477	2.6334
Si	8.0857	0.1384	2.7272
Si	5.3835	8.153	2.9049
Si	8.1713	5.5172	2.7901
Si	1.3556	4.1341	4.0404
Si	4.0881	1.4964	4.1258
Si	1.3375	9.6033	4.0689
Si	3.9961	6.8008	4.1691
Si	6.7674	4.1154	4.0558
Si	9.4877	1.4258	4.0919
Si	6.8028	9.5817	4.1081
Si	9.5404	6.8891	4.1073
Si	-0.0438	0.0283	5.4334
Si	2.689	2.7931	5.4565
Si	0.0153	5.4874	5.4347
Si	2.6756	8.2242	5.4694
Si	5.4429	0.061	5.4533
Si	8.1372	2.7645	5.4517
Si	5.403	5.4339	5.4555
Si	8.1561	8.2084	5.4617
Si	1.3489	1.3787	6.7714
Si	4.0755	4.0787	6.8366
Si	1.3559	6.8259	6.8307
Si	4.0927	9.5473	6.803
Si	6.8256	1.3679	6.834
Si	9.5427	4.0979	6.7919
Si	6.7893	6.8043	6.7754
Si	9.5292	9.5369	6.8166
Si	0.015	2.7076	8.1648
Si	2.7071	0.0116	8.1247
Si	-0.0369	8.1465	8.1794
Si	2.7389	5.4532	8.1744
Si	5.4362	2.6992	8.1799
Si	8.1928	-0.0117	8.1904
Si	5.4648	8.1573	8.1602
Si	8.1404	5.4241	8.1225
Si	1.4026	4.0573	9.5181
Si	4.095	1.3011	9.5144
Si	1.3583	9.5247	9.469
Si	4.144	6.7594	9.5291
Si	6.8273	4.0454	9.5139
Si	9.5783	1.3197	9.5521
Si	6.8644	9.4691	9.5373
Si	9.4702	6.7494	9.5066
Si	0.0318	-0.083	10.9247
Si	2.7864	2.6851	10.879
Si	-0.0532	5.3686	10.8166
Si	2.7412	8.1565	10.761
Si	5.4839	-0.0722	10.8521
Si	8.1833	2.6737	10.8689
Si	5.516	5.3853	10.9294
Si	8.1609	8.0619	10.9566
Si	1.4232	1.3241	12.2118
Si	4.2242	3.9635	12.2764
Si	1.3341	6.7926	12.0122
Si	4.1511	9.3916	12.1538
Si	6.8578	1.2706	12.2151
Si	9.52	4.0129	12.256
Si	6.8103	6.7087	12.4076
Si	9.5951	9.3496	12.2958
Si	-0.0696	2.5526	13.5784
Si	2.9366	-0.0168	13.4368
Si	0.1857	8.0054	13.6513
Si	2.6308	5.3763	13.2391
Si	5.6701	2.6285	13.7331
Si	8.099	-0.2192	13.5538
Si	5.2858	8.0042	13.7177
Si	8.281	5.3819	13.769
Si	1.2216	4.1716	14.5921
Si	4.4844	0.9778	14.8945
Si	1.4217	9.7265	14.7382
Si	3.721	6.5647	14.8862
Si	7.2784	3.7482	15.1562
Si	9.7669	0.7866	14.8096
Si	6.5524	9.5537	14.9367
Si	10.0292	6.4002	15.031
Si	1.0631	11.1944	23.7654
Si	-11.0311	33.7342	17.4679
Si	8.3292	24.1235	23.7218
Si	-3.4514	35.1485	20.1599
Si	17.2055	6.1762	23.5074
Si	9.1505	6.8928	24.4181
Si	5.402	19.7976	22.1366
Si	9.2072	17.2496	18.0023
Si	-36.7836	29.8126	17.5488
Si	-8.4144	7.0272	17.7445
Si	3.117	37.0198	18.7281
Si	-0.6806	-23.6408	22.2779
Si	-7.1784	-12.0844	24.576
Si	-1.1006	-6.8923	21.6265
Si	-16.1153	3.3518	22.3975
Si	-0.1262	-4.3079	20.7033
Si	18.7309	10.8661	21.9118
Si	-9.1641	-12.0678	17.8937
Si	-13.0935	35.8493	17.6405
Si	-6.5482	19.7335	19.1216
Si	5.378	16.1535	16.9093
Si	1.759	4.5015	21.3406
Si	24.2557	35.0616	16.6677
Si	24.5594	13.681	23.4471
O	7.9885	-3.5053	-8.1585
O	-8.6457	4.2131	-3.7037
O	8.6547	-7.454	-5.9214
O	-18.0348	18.2913	-7.8715
O	1.095	12.488	-9.9859
O	0.3996	25.3903	-5.4544
O	-10.9536	8.1347	-5.4719
O	-2.0367	15.668	-8.6655
O	19.367	7.7695	-0.9931
O	4.257	-19.1576	-3.7975
O	-10.5694	21.1073	-3.8489
O	6.8369	15.0895	-0.3936
O	6.0608	3.0065	-5.7082
O	7.4506	24.3783	-8.0146
O	0.0827	11.3998	-1.4992
O	-8.1963	2.9094	18.1744
O	-11.7589	2.3561	18.1608
O	-2.4407	0.8311	23.1608
O	9.6643	6.9093	16.5458
O	-7.5386	-2.5157	25.4695
O	3.0093	13.6496	25.0521
O	1.1776	15.1222	26.0784
O	-1.2789	11.4334	16.4407
O	-0.9974	7.9781	23.4785
O	-12.0154	27.4102	21.6106
O	36.887	-1.6877	23.1669
O	12.8126	20.7139	16.2936
O	-15.8593	6.7619	17.0639
O	-29.4985	9.9192	18.6808
O	-6.1621	21.6122	25.3261
O	12.2223	8.1329	18.1068
O	5.7806	-1.8709	18.3856
O	6.0802	-3.3657	22.6357
O	-1.4345	14.2231	23.0765
O	12.9951	16.3915	18.1464
O	-0.6481	38.5678	25.1253
O	8.4671	2.9282	16.0144
O	0.1279	10.6729	14.5603
O	-5.3602	10.73	15.4537
O	24.7617	-6.6973	20.3335
O	12.2526	16.9273	21.0454
O	13.7361	7.1706	16.1598
O	5.6744	4.9571	22.6483
O	17.6452	20.4314	26.3247
O	7.2689	-2.0184	16.2521
O	1.2491	9.525	26.5118
O	17.3183	10.1538	22.2194
O	-11.4577	17.339	19.1658
O	-8.5046	21.4029	24.3231
O	-6.3831	5.2977	15.5608
O	-8.573	3.6457	15.6816
O	11.0971	5.2017	15.3623
O	3.7471	12.3999	16.2521
O	6.5397	15.1356	16.5321
O	-2.351	24.1399	25.3204
O	18.8244	-4.8343	23.726
O	-3.195	0.9524	20.6298
O	4.6922	8.8463	20.6938
O	-6.2744	4.7257	18.2266
O	1.6265	23.4604	23.0951
O	16.4928	17.0491	24.9944
O	-4.0704	-8.0978	23.3786
O	19.769	-1.2134	21.6473
O	0.5433	32.5301	18.3646

Results
free energy: -113255.057 eV
free energy less fixed offsets of O -570.45, Si -639.56 eV per atom: 0.943 eV

Forces (eV/angstrom), in the order of the atoms: element, x, y, z
Si	-0.0021	-0.0122	0.0979
Si	-0.0131	0.0107	0.1027
Si	0.0148	-0.0064	0.09
Si	-0.0082	-0.0069	0.0691
Si	0.0152	0.0034	0.0773
Si	-0.0137	0.0155	0.0981
Si	-0.0066	-0.0133	0.0989
Si	-0.0066	0.0133	0.0689
Si	0.0008	0.0005	-0.0069
Si	-0.0009	0.0005	-0.0041
Si	-0.0009	-0.0007	-0.003
Si	-0.0017	0.0012	-0.0034
Si	-0.0018	0.0016	-0.004
Si	-0.0001	0.0002	-0.0059
Si	0.002	0.0016	-0.0045
Si	-0.0012	0.0003	-0.0032
Si	0.0005	0.0019	0.001
Si	0.0019	0.0005	0.0013
Si	0.0004	0.0006	0.001
Si	-0.001	-0.0003	0.0003
Si	0.0024	0.0004	0.0005
Si	0.0001	-0.0009	-0.0002
Si	0.0006	0.0006	0.0005
Si	-0.0012	-0.0002	0.0013
Si	0.0003	-0.0004	0.0002
Si	-0.0007	-0.0002	0.0005
Si	-0.0012	0	0.0007
Si	0	0.0005	0.0004
Si	0.0005	0.0004	0.0008
Si	0.0006	0	0.0003
Si	0.0002	-0.0006	0.0005
Si	-0.0001	0.0007	-0.0001
Si	0.0003	-0.0001	-0.0003
Si	0.0006	0.0002	0
Si	-0.0004	-0.0001	-0.0001
Si	-0.0001	-0.0003	-0.0003
Si	-0.0005	0	-0.0005
Si	-0.0006	0.0001	-0.0001
Si	0.0004	0.0005	0.0002
Si	0.0003	0.0003	0.0002
Si	-0.0004	0.0001	-0.0004
Si	-0.0001	0.0004	-0.0002
Si	0.0003	0.0007	-0.0001
Si	0.0004	0.0002	-0.0003
Si	0.0002	0.0005	-0.0004
Si	-0.0001	0.0002	-0.0002
Si	0.0001	0.0006	-0.0004
Si	-0.0001	0.0004	-0.0004
Si	0.0001	-0.0001	0.0006
Si	0.0001	0.0002	-0.0001
Si	-0.0003	-0.0003	0.0006
Si	-0.0004	-0.0001	0.0005
Si	0.0003	-0.0002	0.0004
Si	-0.0002	0	0.0002
Si	-0.0003	0.0002	0.0004
Si	0.0001	0.0001	0.0001
Si	0.0001	0	0.0002
Si	-0.0006	0.0005	-0.0002
Si	-0.0002	0.0003	0.0002
Si	0.0008	0.0001	0.0003
Si	-0.0003	0.0009	0
Si	-0.0005	0.0006	0.0008
Si	0	0.0002	0.0011
Si	-0.0006	0.0001	-0.0004
Si	-0.001	0.0003	0.0004
Si	0.0009	0.0012	-0.0018
Si	-0.0002	-0.0017	0.0001
Si	-0.0004	-0.0004	-0.0001
Si	-0.0001	-0.0006	0.0008
Si	0.0008	0	-0.0001
Si	0	0.0015	0.0004
Si	-0.002	-0.0004	-0.0013
Si	0	-0.0005	0.0035
Si	0.0004	-0.0026	0.003
Si	-0.0015	0.0026	0.0014
Si	0.0014	-0.0024	0.0013
Si	-0.0002	0.002	0.0021
Si	-0.003	0.0018	-0.0006
Si	0.0004	0.0002	0.0041
Si	0.0037	-0.0008	0.0054
Si	-0.0039	-0.003	-0.0001
Si	-0.0004	-0.0014	-0.004
Si	0.0016	0.002	-0.006
Si	0.0037	-0.0003	0.0009
Si	-0.0015	0.0013	-0.0038
Si	0.0011	0.0025	-0.0043
Si	-0.001	-0.0004	-0.0046
Si	0.0019	-0.0013	-0.008
Si	0.0157	-0.0044	0.064
Si	-0.0126	0.0038	0.0715
Si	0.0104	0.009	0.0901
Si	-0.0116	-0.0079	0.0987
Si	0.0108	-0.0045	0.1054
Si	0.0036	-0.0051	0.0851
Si	0.0137	-0.0154	0.0797
Si	-0.0075	0.0089	0.0975
Si	0.0044	0.0049	0.177
Si	0.0055	0.0118	0.1461
Si	-0.0006	-0.0006	0.1999
Si	-0.017	-0.0143	0.2262
Si	0.0042	-0.006	0.192
Si	-0.0036	-0.0055	0.1983
Si	0.0087	-0.0138	0.2322
Si	0.0338	-0.0117	0.1992
Si	-0.0152	0.0023	0.1646
Si	-0.0003	-0.0126	0.1685
Si	-0.0173	0.0039	0.2016
Si	0.0014	0.0179	0.1914
Si	0.0024	0.004	0.1841
Si	-0.0025	-0.0165	0.1716
Si	-0.012	0.0184	0.1773
Si	-0.0006	0.0218	0.2107
Si	0.0177	-0.0146	0.1595
Si	0.0183	-0.0143	0.1551
Si	-0.0276	-0.0038	0.2039
Si	0.0249	0.0091	0.2172
Si	-0.02	0.0117	0.1525
Si	-0.026	-0.0263	0.1974
Si	-0.0164	0.0115	0.1455
Si	-0.0016	-0.049	0.1959
O	-0.0158	0.0044	-0.0682
O	-0.0229	0.0435	-0.1133
O	-0.0314	-0.0154	-0.0992
O	-0.0261	-0.0217	-0.0756
O	0.0131	0.0051	-0.0576
O	0.0138	0.0079	-0.0623
O	0.0143	-0.0559	-0.0981
O	-0.0014	-0.0053	-0.0693
O	0.032	-0.0439	-0.1116
O	0.0287	0.0132	-0.0685
O	-0.0301	-0.0426	-0.0824
O	0.0032	0.0001	-0.0496
O	0.0347	-0.0162	-0.1173
O	0.034	0.0214	-0.1383
O	0.0176	0.0094	-0.1265
O	-0.0092	-0.0397	-0.1003
O	0.0147	-0.0192	-0.069
O	-0.0145	-0.0318	-0.0882
O	0.0186	0.0048	-0.1317
O	0.0222	0.0234	-0.0934
O	0.0095	-0.0066	-0.1484
O	0.0041	-0.0055	-0.0471
O	-0.0208	-0.0052	-0.1015
O	0.0255	0.0444	-0.1097
O	0.0216	0.0163	-0.0823
O	0.0428	-0.0164	-0.1276
O	-0.0092	-0.001	-0.1394
O	-0.0116	-0.0208	-0.0582
O	-0.0446	0.0099	-0.0744
O	-0.0336	-0.0158	-0.0931
O	0.0035	0.0067	-0.0569
O	0.0409	-0.0181	-0.0896
O	-0.0132	0.0451	-0.0844
O	0.0253	0.0349	-0.1097
O	0.0002	0.0242	-0.0696
O	-0.0369	0.0324	-0.1012
O	-0.0201	0.0047	-0.1149
O	-0.0024	-0.0024	-0.0339
O	-0.0014	0.0046	-0.0392
O	0.0373	0.0041	-0.1462
O	0.0012	0.0103	-0.0646
O	0.0322	-0.0039	-0.126
O	-0.0114	-0.0358	-0.0728
O	-0.002	-0.0013	-0.0385
O	-0.0041	0.0362	-0.1084
O	-0.0004	0.0092	-0.0402
O	0.0042	0.0055	-0.0613
O	-0.052	-0.0054	-0.151
O	-0.0205	0.0175	-0.0593
O	-0.0187	0.0149	-0.0799
O	-0.0249	0.0247	-0.0787
O	0.0034	-0.007	-0.0452
O	0.0328	-0.0224	-0.0738
O	0.0166	-0.018	-0.0867
O	0.0118	-0.0179	-0.1438
O	-0.0196	-0.0089	-0.0694
O	-0.0035	0.0465	-0.0987
O	-0.0485	-0.0046	-0.1851
O	0.0361	0.0155	-0.0894
O	0.0032	0.0242	-0.0631
O	0.0187	0.0199	-0.1402
O	-0.025	0.0085	-0.079
O	-0.012	0.0046	-0.0606
O	-0.0026	0.012	-0.0652

The program warned: the cutoff lies below the one the program advises for these potential files; the forces do not sum to zero within the program's tolerance; empty levels may hold ghost states of the PAW files; the exchange-correlation potential is rough where the density is thin.
